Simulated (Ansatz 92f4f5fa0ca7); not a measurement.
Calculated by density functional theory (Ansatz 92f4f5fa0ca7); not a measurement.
Periodic cell of 220 atoms, Si132O88, from a study of silicon, its oxide and their interface. The atomic structure is a simulated model.
Doubt: the cutoff is far below the 930 eV that the study's wrapper takes by default for these files, so forces and energies are approximate.
This geometry differs little from another in the collection (a relaxation step or a small displacement).

Settings: functional PBE; potential files Ansatz PAW; basis plane waves; wave-function cutoff 580 eV; density cutoff ratio 5; exchange-correlation grid ratio 1; k mesh 1 x 1 x 1, Gamma-centred; self-consistency stop 5e-08 eV per atom in the density residual; occupations fixed; spin none; net charge 0.

Cell vectors (angstrom)
a  10.938  0  0
b  0  10.938  0
c  0  0  31.9116

Atoms: element, x, y, z (angstrom)
Si  -0.0891  0.2504  24.5679
Si  5.8577  -0.2912  24.2212
Si  2.531  2.9573  24.6845
Si  8.5609  2.4468  24.4183
Si  0.3817  5.2435  24.4958
Si  5.1988  5.9511  24.26
Si  2.8066  8.0668  24.4383
Si  8.14  8.438  24.5399
Si  1.3747  1.4143  25.9576
Si  6.8664  1.3544  25.6524
Si  4.2138  4.2181  25.6853
Si  9.5986  4.1342  25.7071
Si  1.4162  6.8361  25.8623
Si  6.8377  6.8793  25.7154
Si  4.1248  9.6514  25.604
Si  9.6541  9.6118  25.8487
Si  2.7843  -0.0195  27.1286
Si  8.1978  0.0178  27.137
Si  -0.0511  2.7842  27.1891
Si  5.4942  2.7389  27.0553
Si  2.7976  5.4529  27.1586
Si  8.1854  5.4713  27.0822
Si  0.0134  8.1855  27.1683
Si  5.4407  8.2427  27.0838
Si  4.1018  1.3673  28.4933
Si  9.5708  1.3673  28.4933
Si  1.3673  4.1018  28.4933
Si  6.8362  4.1018  28.4933
Si  4.1018  6.8362  28.4933
Si  9.5708  6.8362  28.4933
Si  1.3673  9.5708  28.4933
Si  6.8362  9.5708  28.4933
Si  0  0  29.8606
Si  5.469  0  29.8606
Si  2.7345  2.7345  29.8606
Si  8.2035  2.7345  29.8606
Si  0  5.469  29.8606
Si  5.469  5.469  29.8606
Si  2.7345  8.2035  29.8606
Si  8.2035  8.2035  29.8606
Si  1.3673  1.3673  31.2278
Si  6.8362  1.3673  31.2278
Si  4.1018  4.1018  31.2278
Si  9.5708  4.1018  31.2278
Si  1.3673  6.8362  31.2278
Si  6.8362  6.8362  31.2278
Si  4.1018  9.5708  31.2278
Si  9.5708  9.5708  31.2278
Si  2.7345  0  0.6835
Si  8.2035  0  0.6835
Si  0  2.7345  0.6835
Si  5.469  2.7345  0.6835
Si  2.7345  5.469  0.6835
Si  8.2035  5.469  0.6835
Si  0  8.2035  0.6835
Si  5.469  8.2035  0.6835
Si  4.1018  1.3673  2.0507
Si  9.5708  1.3673  2.0507
Si  1.3673  4.1018  2.0507
Si  6.8362  4.1018  2.0507
Si  4.1018  6.8362  2.0507
Si  9.5708  6.8362  2.0507
Si  1.3673  9.5708  2.0507
Si  6.8362  9.5708  2.0507
Si  0  0  3.418
Si  5.469  0  3.418
Si  2.7345  2.7345  3.418
Si  8.2035  2.7345  3.418
Si  0  5.469  3.418
Si  5.469  5.469  3.418
Si  2.7345  8.2035  3.418
Si  8.2035  8.2035  3.418
Si  1.4209  1.2897  4.7423
Si  6.9466  1.2637  4.7798
Si  4.0715  4.1496  4.7532
Si  9.4841  4.1239  4.7494
Si  1.3358  6.9074  4.8238
Si  6.7838  6.8467  4.7443
Si  4.0745  9.5385  4.8732
Si  9.55  9.5918  4.8263
Si  2.558  -0.2033  6.2334
Si  8.1662  -0.1111  6.3586
Si  -0.1981  2.5638  5.92
Si  5.497  2.6517  5.9219
Si  2.5907  5.4364  6.1849
Si  8.0517  5.4531  6.1087
Si  -0.0507  8.2362  6.2191
Si  5.4085  8.0008  6.2787
Si  3.8415  1.5912  7.1526
Si  9.8226  1.1594  7.573
Si  1.3634  3.665  7.1633
Si  6.5565  4.1176  7.3922
Si  4.1609  6.3542  7.6869
Si  9.3039  6.9433  7.3759
Si  0.8314  9.6194  7.961
Si  7.0256  9.0943  7.6201
O  1.4364  4.0437  24.0463
O  5.5233  11.0277  22.646
O  2.7238  2.7805  7.0198
O  8.171  7.9669  8.0407
O  5.1286  4.7532  8.3373
O  0.1573  0.211  7.9995
O  3.9427  6.972  23.9877
O  9.6913  1.305  24.0955
O  2.353  9.3337  8.6238
O  0.9226  3.4562  8.7482
O  9.3964  1.9936  8.9434
O  6.3531  9.5908  9.0368
O  4.3796  1.9912  8.7196
O  3.6309  7.0395  9.086
O  7.3068  3.5212  8.7208
O  10.0751  6.0393  8.5306
O  3.1597  2.0128  23.4598
O  4.5838  1.9235  21.0865
O  8.1048  2.8559  22.8894
O  10.9118  6.0312  23.0988
O  7.0043  9.4892  23.9847
O  2.0168  8.499  23.0457
O  5.7652  5.8163  22.6982
O  0.6023  10.7058  23.1659
Si  2.9616  8.3876  9.8041
Si  -1.0929  3.4707  19.1948
Si  3.1107  10.5114  19.784
Si  1.8972  2.4565  19.5425
Si  6.686  2.3114  14.3932
Si  9.8456  -1.5129  13.3486
Si  2.2282  19.0405  15.4834
Si  9.4297  3.7013  14.0527
Si  5.7248  9.6672  10.5393
Si  -4.0214  10.9681  16.6016
Si  1.588  3.9242  10.1514
Si  2.7805  12.2213  15.0279
Si  11.3776  10.5168  15.5571
Si  0.1283  -2.5515  10.7474
Si  4.51  3.4413  9.4555
Si  -3.1076  12.079  19.1377
Si  1.9506  -5.6595  14.8856
Si  4.3972  3.7012  16.0354
Si  3.8623  4.926  18.7412
Si  5.3461  4.8105  21.4749
Si  13.1823  7.6691  18.4773
Si  8.4644  3.0339  9.774
Si  -2.7374  4.0345  21.7771
Si  10.6207  -2.9449  20.0358
Si  9.018  6.681  14.3375
Si  3.4198  2.6201  21.9785
Si  1.2986  9.6629  22.1512
Si  4.7142  9.7242  15.0897
Si  -1.5314  -1.0505  17.9097
Si  5.5178  11.531  21.0984
Si  9.5256  6.5864  22.4412
Si  10.2075  5.6744  10.116
Si  -3.9389  8.652  13.1069
Si  1.2194  3.0101  12.9656
Si  -0.7507  4.9697  16.4936
Si  6.2165  1.819  11.4318
O  -5.3839  10.1166  16.422
O  4.7627  4.3084  17.5098
O  3.1688  4.2276  9.8905
O  5.3334  3.0752  10.8026
O  1.4066  0.8608  15.8029
O  2.7215  14.6998  18.9702
O  -0.3728  2.8073  13.2877
O  -0.1072  8.9983  9.2632
O  2.4337  10.4181  21.2675
O  0.7986  5.2797  10.5398
O  10.0219  -3.004  14.0356
O  3.5464  2.3  16.0497
O  1.3918  -1.58  14.9298
O  -2.5161  5.4156  22.6021
O  -1.206  8.5375  18.7693
O  1.6609  7.8201  16.9735
O  8.1461  -1.0496  16.8416
O  11.098  9.1349  21.1036
O  2.0106  2.5709  21.1707
O  1.7489  8.0109  10.845
O  4.7987  5.2935  20.0233
O  -1.2167  6.9253  20.8615
O  -1.6514  6.2612  15.9353
O  -2.6829  9.6923  13.1078
O  -0.2162  -0.7062  17.0156
O  6.5076  8.6103  11.5389
O  4.157  9.2006  10.5507
O  1.9954  6.8473  14.4926
O  13.2098  12.9019  13.6337
O  5.7361  9.2771  13.9148
O  1.0223  7.2526  19.469
O  5.8234  11.2438  10.9675
O  -1.2627  3.648  15.6735
O  10.0413  7.0829  10.9504
O  3.4493  4.8226  15.3269
O  1.4359  2.8473  11.3565
O  7.5265  7.234  13.819
O  8.9737  7.8953  23.2246
O  0.3139  2.6226  19.1522
O  -3.9158  11.8911  20.5502
O  3.7834  10.9926  14.638
O  5.7818  3.3957  15.2251
O  -1.4757  3.9406  20.7229
O  -4.2067  4.0331  21.0635
O  4.7397  -0.4061  20.0487
O  3.2604  6.4032  18.393
O  4.0414  4.1072  22.1781
O  6.7462  0.9286  17.9431
O  2.8387  9.1433  18.9176
O  -0.2489  9.4389  11.9507
O  5.9223  1.8241  13.0368
O  -0.9633  4.703  18.098
O  -1.8924  10.9885  19.0592
O  11.789  5.0879  16.101
O  7.1121  1.0282  15.3178
O  -7.1261  8.4462  15.5029
O  -2.9492  3.0501  13.7958
O  13.4414  11.9055  19.0896
O  8.5422  2.5655  18.8194
O  1.5668  4.5055  13.5105
O  9.2219  4.3706  10.3888
O  7.7526  2.1962  10.9862
O  10.2726  -0.2893  14.3605
O  9.3929  5.2792  13.5455

Results
free energy: -133959.328 eV
free energy less fixed offsets of O -568.88, Si -635.61 eV per atom: 2.632 eV

Forces (eV/angstrom), in the order of the atoms: element, x, y, z
Si  -0.002  0.0035  0.002
Si  -0.0012  -0.0001  -0.0003
Si  -0.0002  -0.0001  -0.0041
Si  0.0027  0  0.0008
Si  0.0001  -0.0004  -0.0021
Si  0.0022  -0.0023  -0.0068
Si  -0.0002  0.0006  -0.0045
Si  0.0001  -0.0008  -0.0007
Si  -0.0007  -0.0005  -0.0003
Si  0.001  -0.0011  -0.0029
Si  0.0009  0.0006  -0.0033
Si  0.0002  -0.001  -0.0022
Si  -0.0004  -0.0009  -0.0037
Si  0.0005  -0.0015  -0.0009
Si  0.0002  -0.0006  -0.0016
Si  -0.0016  0.002  -0.0021
Si  0.0003  0.0004  -0.0014
Si  0.002  0.0005  -0.002
Si  -0.0027  -0.0016  -0.0014
Si  -0.0005  -0.0003  -0.0003
Si  -0.002  -0.0013  0.0015
Si  0.0003  0.0009  -0.0009
Si  -0.0006  0.0004  0.0017
Si  0.0004  0.0026  -0.0002
Si  0.2564  0.1646  -0.2104
Si  -0.3112  0.137  0.3509
Si  0.1403  0.1046  0.2432
Si  0.0914  -0.1745  -0.2863
Si  0.1886  0.2869  0.142
Si  -0.2427  -0.1672  -0.0274
Si  0.3173  -0.0944  0.0736
Si  -0.1511  0.0189  -0.0855
Si  0.0357  0.0479  -0.0467
Si  0.0824  0.0663  0.0011
Si  -0.0385  0.0066  -0.0458
Si  0.016  -0.0459  0.0381
Si  0.075  0.0388  0.0078
Si  0.0509  0.0916  -0.0329
Si  -0.0121  0.0226  0.0335
Si  -0.0255  -0.0385  -0.0307
Si  0.0576  0.04  -0.0095
Si  -0.0077  0.0231  -0.0082
Si  -0.0714  -0.0623  -0.0177
Si  0.0083  -0.0303  -0.029
Si  -0.0484  0.0096  -0.0261
Si  -0.002  -0.0211  0.0066
Si  -0.0063  0.0015  -0.0305
Si  0.0057  -0.0103  -0.0177
Si  -0.0318  -0.0442  0.0405
Si  -0.0172  0.0359  0.0154
Si  -0.0429  -0.0203  0.0159
Si  0.0536  -0.0323  0.0009
Si  -0.0516  0.0728  0.014
Si  0.0397  -0.0098  0.0422
Si  0.0855  -0.0215  -0.0135
Si  -0.0271  0.0182  0.0145
Si  -0.0599  0.1204  0.0758
Si  0.0796  0.0485  -0.0179
Si  0.0848  -0.1236  0.0082
Si  -0.1731  -0.1693  0.0186
Si  -0.0256  -0.06  -0.0183
Si  -0.0025  0.0228  0.0216
Si  -0.1382  -0.0579  0.03
Si  -0.0374  -0.024  -0.038
Si  -0.0583  -0.1595  -0.1372
Si  0.1701  -0.5685  0.4405
Si  -0.1147  0.0835  -0.155
Si  -0.0355  -0.2682  -0.4181
Si  -0.0325  0.2471  0.3259
Si  -0.239  0.1331  -0.4678
Si  0.1676  0.1008  0.1636
Si  0.0135  0.2617  0.1366
Si  0.0068  0.0053  0.001
Si  -0.0056  -0.001  -0.0019
Si  0.001  0.0043  0.0058
Si  -0.0009  -0.0018  -0.006
Si  -0.0035  0.0061  -0.0031
Si  0.0036  0.0111  0.0018
Si  0.009  -0.0044  -0.0116
Si  0.0029  -0.0065  0.0138
Si  -0.005  0.0051  0.004
Si  0.0074  -0.0031  0.0063
Si  0.0056  0.0041  0.0021
Si  0.0056  0.0028  -0.0011
Si  0.0017  0.0024  -0.0046
Si  -0.0074  0.0021  0.0065
Si  -0.0021  -0.0101  -0.0025
Si  0.0022  -0.006  -0.0028
Si  -0.004  -0.0036  0.0056
Si  -0.0049  -0.0062  -0.0068
Si  -0.0076  -0.0085  0.0066
Si  0.0134  -0.0047  -0.0025
Si  -0.0105  0.0153  0.0039
Si  0.0254  -0.016  0.0077
Si  -0.0197  -0.0111  -0.0083
Si  -0.0083  -0.014  -0.0086
O  0.0018  0.0012  0.0048
O  -0.0003  -0.0002  0.0007
O  -0.0039  -0.0002  -0.0013
O  0.0115  0.0397  0.0185
O  0.0022  -0.0139  0.0126
O  -0.0203  0.0456  -0.001
O  -0.0002  -0.0027  0.0069
O  -0.0036  -0.0008  -0.0038
O  -0.0425  0.0045  -0.0041
O  0.0082  0  -0.0091
O  0.0015  -0.0013  0.0011
O  0.0045  0.0015  -0.0021
O  -0.0054  0.0026  0.0036
O  0.0098  -0.0064  -0.0112
O  -0.0055  0.0016  -0.0052
O  -0.0118  -0.0032  -0.0119
O  -0.0009  0.0009  0.0012
O  -0.0006  -0.0004  -0.0018
O  -0.0006  0.0002  0.0014
O  -0.001  0  -0.0011
O  0.0003  0.0008  0.0004
O  0.0011  -0.0011  0.0001
O  0.0001  0.0016  0.0016
O  0.0011  -0.0016  0.0001
Si  -0.0053  -0.0068  0.0255
Si  0.0007  -0.0007  -0.001
Si  -0.0005  -0.0003  0
Si  0.0002  0.0002  -0.0002
Si  0.0007  -0.0004  -0.0007
Si  -0.0015  -0.0026  -0.008
Si  -0.0009  0.0004  -0.0032
Si  -0.0005  0.0008  -0.0001
Si  0.0022  0.0004  0.0048
Si  0.0008  -0.0005  -0.002
Si  -0.0099  0.0063  0.0063
Si  -0.0002  -0.0007  -0.0016
Si  -0.002  -0.0014  -0.0044
Si  0.0414  0.0004  -0.0575
Si  0.001  -0.0106  -0.0071
Si  0.0006  -0.001  -0.0009
Si  -0.0013  0.0012  -0.0025
Si  -0.0003  0.0001  -0.0009
Si  -0.0009  0.0002  0.0002
Si  -0.0015  -0.0014  0.0005
Si  -0.0003  0.0003  -0.0012
Si  0.001  0.0024  0.0027
Si  -0.0002  0.0001  0.0002
Si  0.0013  0.0001  -0.0007
Si  0.0023  0.0031  -0.004
Si  0.0005  0.0004  0.0001
Si  -0.0001  0.0007  0
Si  0.0023  -0.0015  -0.0012
Si  0.0005  -0.0003  -0.0017
Si  0.0002  0.0001  0.0005
Si  0.0006  0.0006  0.0008
Si  -0.0018  0.0117  -0.005
Si  0.0043  0.0048  0.0021
Si  -0.0002  0.0008  -0.0001
Si  -0.0003  -0.0002  -0.0022
Si  0.0004  -0.0023  0.0008
O  -0.0014  -0.0017  -0.0036
O  -0.0002  0.0001  -0.0006
O  0.0093  0.0027  -0.0004
O  -0.0008  0.0056  -0.0023
O  -0.0002  0  -0.0002
O  0.0002  0.0005  -0.0005
O  0.0007  -0.0004  -0.0014
O  -0.0155  -0.0081  0.0095
O  -0.0003  -0.0002  -0.0015
O  0.0028  -0.0055  -0.0024
O  -0.0038  -0.0006  0.0003
O  0.0001  -0.0008  -0.0006
O  -0.001  0.0012  0.0026
O  -0.0006  -0.0002  -0.0007
O  -0.0001  0.001  -0.0019
O  0.0003  -0.0003  0.0017
O  0.0005  0.0003  0.0019
O  -0.0003  -0.0001  -0.0012
O  0.0004  -0.0001  -0.0008
O  0.0243  -0.0136  0.0136
O  -0.0001  -0.0002  -0.0011
O  -0.0006  -0.0004  -0.0004
O  0  -0.002  -0.0001
O  -0.0034  -0.0069  -0.0025
O  -0.0014  -0.0011  0.0015
O  0.0006  -0.0001  0.0014
O  0.0086  0.0027  0.0006
O  0.0011  -0.0005  0.001
O  0  -0.0005  -0.001
O  -0.0022  -0.0012  0.0006
O  -0.0005  0.0008  -0.0015
O  -0.0009  0.002  -0.0018
O  0.0003  0.0001  0
O  -0.0025  -0.0071  0.0008
O  0.0008  -0.0002  -0.0004
O  -0.0001  -0.0013  -0.0018
O  0.0008  0.0007  -0.0004
O  0.0012  -0.0012  -0.0013
O  -0.0009  0.0001  0
O  -0.0001  0.0002  -0.0012
O  0.0005  -0.0002  -0.0002
O  -0.0001  0.0005  -0.0004
O  -0.0011  -0.0002  -0.0005
O  0.0014  0.0001  -0.0009
O  0.0003  -0.0001  -0.0004
O  -0.0002  -0.0004  -0.0008
O  -0.0003  -0.0003  -0.0013
O  -0.0001  -0.0001  0
O  -0.0005  -0.0002  -0.0011
O  -0.0054  0.0054  0.0194
O  -0.0008  0.0001  -0.0013
O  0.0003  0.0001  -0.0003
O  -0.0004  -0.0001  -0.0019
O  -0.0014  -0.0004  0.0005
O  -0.0005  0.0004  0.0004
O  0.0002  0.0015  0.0003
O  0.0001  -0.0001  -0.0005
O  0.0003  -0.0004  -0.0007
O  -0.0003  -0.0006  -0.0002
O  0.0004  -0.0013  -0.0002
O  -0.0028  -0.0063  -0.0009
O  0.0002  0.0002  -0.0013
O  0.0026  -0.0004  0.0029
O  -0.0007  0.0001  0.0019

The program warned: the cutoff lies below the one the program advises for these potential files; the forces do not sum to zero within the program's tolerance; the exchange-correlation potential is rough where the density is thin.
